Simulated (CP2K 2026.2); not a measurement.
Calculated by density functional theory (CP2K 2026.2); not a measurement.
Periodic cell of 504 atoms, Si360O144, from a study of silicon, its oxide and their interface. The atomic structure is a simulated model.
Doubt: the forces sum to 1.60 eV/angstrom along one axis rather than to zero, so they err by at least 0.0032 eV/angstrom per atom on average; the grid cutoff is modest.

Settings
functional: PBE
method: Gaussian and plane waves
basis set: DZVP-MOLOPT-SR-GTH
pseudopotentials: GTH-PBE
grid cutoff: 350 Ry, relative cutoff 50 Ry
k points: Gamma only
occupations: fixed
spin: none
net charge: 0

Cell vectors (angstrom)
a	16.32	0	0
b	0	16.32	0
c	-1.2922	-0.2889	33.4437

Atoms and the computed forces on them: element, x, y, z (angstrom), force x, y, z (eV/angstrom)
Si	1.129	15.129	0.021	0.204	-0.061	0.746
Si	4.152	1.118	0.151	-0.013	0.186	0.627
Si	1.119	4.556	0.121	0.174	-0.382	0.745
Si	3.712	6.961	0.172	0.212	0.009	0.669
Si	1.509	9.14	0.158	0.011	0.161	0.703
Si	4.376	11.988	0.054	-0.2	0.042	0.781
Si	5.114	14.964	33.405	0.202	-0.145	0.75
Si	9.229	1.541	0.063	0.161	-0.015	0.717
Si	5.764	3.515	33.335	-0.125	0.174	0.76
Si	8.548	6.361	33.37	-0.181	0.063	0.69
Si	5.306	9.487	33.407	0.144	-0.162	0.747
Si	8.546	11.692	33.428	-0.332	0.289	0.662
Si	12.46	14.708	0.139	-0.079	0.275	0.77
Si	15.329	1.113	0.029	-0.17	0.081	0.695
Si	12.04	4.399	0.021	0.014	-0.21	0.682
Si	15.068	6.536	0.412	0.016	0.138	0.709
Si	12.111	9.72	0.077	0.261	-0.252	0.7
Si	14.824	12.642	0.075	0.064	-0.357	0.732
Si	2.685	16.221	1.439	-0.055	0.008	-0.028
Si	5.411	2.758	1.273	0.025	0.011	-0.057
Si	2.62	5.527	1.623	0	0.007	-0.045
Si	5.433	8.158	1.243	-0.01	0.03	-0.053
Si	2.714	10.834	1.288	0.006	0.007	-0.065
Si	5.46	13.594	1.367	-0.006	-0.008	-0.053
Si	8.043	-0.009	1.329	-0.014	0.008	-0.048
Si	10.861	2.756	1.262	0	-0.014	-0.041
Si	8.199	5.445	1.181	0.021	-0.01	-0.056
Si	10.936	8.147	1.372	0.016	-0.006	-0.027
Si	8.187	10.894	1.299	0.002	-0.008	-0.045
Si	10.854	13.586	1.38	0.02	-0.01	-0.053
Si	13.659	0.026	1.326	0.013	0.02	-0.031
Si	0.121	2.727	1.304	-0.006	0.034	-0.033
Si	13.52	5.341	1.59	-0.031	-0.01	-0.028
Si	0.009	8.095	1.598	0.011	0.011	-0.058
Si	13.725	10.9	1.288	0.012	0.042	-0.042
Si	0.011	13.683	1.48	0.012	0.02	-0.077
Si	1.409	1.38	2.748	-0.015	-0.012	0.032
Si	4.091	4.082	2.718	-0.003	-0.022	0.007
Si	1.312	6.806	3.013	-0.015	0.009	0.05
Si	4.088	9.501	2.689	-0.017	-0.019	0.028
Si	1.385	12.215	2.692	0.022	-0.005	0
Si	4.058	14.874	2.764	0.018	0.005	0.012
Si	6.73	1.38	2.708	-0.01	0.017	0.021
Si	9.512	4.11	2.657	-0.02	0.008	0.023
Si	6.813	6.782	2.581	0.017	0.007	-0.003
Si	9.508	9.493	2.682	-0.006	-0.005	0.017
Si	6.875	12.276	2.702	-0.017	-0.036	0.013
Si	9.466	14.971	2.669	0.006	0.026	-0.002
Si	12.242	1.389	2.631	0.006	0.014	0.001
Si	14.981	3.951	2.766	0.033	-0.016	0.011
Si	12.236	6.833	2.827	-0.013	0.004	0.015
Si	14.972	9.567	2.77	-0.037	-0.011	0.018
Si	12.274	12.209	2.693	0.022	-0.005	0.04
Si	14.95	15.025	2.804	-0.023	-0.012	0.017
Si	0.013	0.05	4.123	-0.004	0.003	-0.01
Si	2.762	2.718	4.108	-0.008	-0.009	0.002
Si	-0.066	5.362	4.192	0.005	0.006	-0.004
Si	2.765	8.205	4.172	-0.003	0.022	-0.009
Si	0.024	10.907	4.103	0.007	0.002	-0.003
Si	2.711	13.541	4.114	-0.011	0.016	0.013
Si	5.409	-0.012	4.076	0.008	0.016	-0.015
Si	8.148	2.738	4.031	0.003	-0.004	-0.019
Si	5.472	5.459	4.027	-0.006	0.011	-0.005
Si	8.137	8.131	4.019	0.011	0.008	0.009
Si	5.463	10.887	4.029	-0.002	0.01	-0.025
Si	8.184	13.617	4.093	-0.008	-0.005	0.022
Si	10.868	0.018	3.994	0.005	0.001	0.011
Si	13.584	2.657	4.107	0	-0.012	-0.002
Si	10.838	5.445	4.094	0.005	-0.031	-0.014
Si	13.61	8.199	4.132	0.007	-0.007	0.002
Si	10.889	10.857	4.046	0.021	-0.002	-0.016
Si	13.583	13.604	4.088	0	-0.01	-0.017
Si	1.355	14.981	16.275	0.008	-0.015	-0.004
Si	4.08	1.365	16.338	0.003	0.004	-0.013
Si	1.322	4.047	16.341	-0.007	-0.003	-0.01
Si	4.074	6.789	16.319	0.002	0.002	-0.005
Si	1.346	9.495	16.332	-0.019	0.004	0.001
Si	4.121	12.243	16.26	-0.003	-0.004	-0.019
Si	6.783	14.958	16.297	-0.007	0.001	-0.01
Si	9.568	1.372	16.319	0.009	-0.001	-0.013
Si	6.798	4.089	16.332	0.001	-0.007	-0.005
Si	9.522	6.8	16.332	0	0.01	-0.011
Si	6.82	9.525	16.31	-0.004	0.003	-0.007
Si	9.517	12.257	16.301	-0.008	0.008	-0.007
Si	12.229	14.972	16.34	0.004	-0.008	-0.01
Si	14.939	1.364	16.32	0.011	0.008	-0.006
Si	12.244	4.076	16.358	0.011	0.004	-0.007
Si	14.959	6.755	16.348	-0.011	-0.008	0.002
Si	12.231	9.513	16.295	-0.008	-0.003	0.001
Si	14.969	12.243	16.298	0.002	0.001	-0.012
Si	2.726	-0.032	17.666	-0.016	-0.001	-0.012
Si	5.419	2.756	17.698	-0.011	-0.011	0.019
Si	2.693	5.42	17.66	0.012	-0.013	-0.006
Si	5.466	8.145	17.648	0.01	0.003	0.015
Si	2.746	10.909	17.588	0.003	0.004	0.002
Si	5.442	13.586	17.674	-0.002	-0.004	0.01
Si	8.194	-0.018	17.597	-0.005	-0.009	-0.002
Si	10.893	2.733	17.743	-0.019	-0.001	-0.002
Si	8.18	5.424	17.698	-0.009	0.003	-0.001
Si	10.876	8.175	17.677	0.013	-0.009	0.018
Si	8.15	10.928	17.669	0	0.001	-0.001
Si	10.881	13.581	17.685	0.003	0.014	0.025
Si	13.557	0.052	17.697	-0.003	-0.003	0.001
Si	-0.032	2.675	17.725	-0.001	0.012	0.018
Si	13.614	5.399	17.745	0.004	0.003	0.023
Si	0.001	8.1	17.712	0.019	-0.004	-0.007
Si	13.604	10.869	17.629	-0.008	0.013	-0.003
Si	-0.016	13.652	17.631	0.002	-0.016	0.013
Si	1.35	1.277	19.037	0.003	-0.001	-0.019
Si	3.998	4.094	19.075	0.007	-0.011	-0.004
Si	1.351	6.706	19.085	-0.024	0.007	-0.008
Si	4.081	9.532	18.932	0	0.018	-0.045
Si	1.445	12.346	18.913	0.031	0.027	-0.034
Si	4.081	14.932	19.035	-0.027	-0.018	-0.016
Si	6.899	1.394	18.919	0.006	0.026	-0.043
Si	9.553	4.113	19.111	-0.008	0.016	-0.004
Si	6.809	6.774	19.033	-0.019	0.006	-0.007
Si	9.53	9.593	19.003	0.004	-0.001	-0.023
Si	6.796	12.262	19.076	0.011	-0.013	-0.016
Si	9.469	14.925	19.011	-0.01	-0.008	-0.04
Si	12.215	1.373	19.147	0.031	-0.018	0.008
Si	14.918	3.975	19.155	-0.031	0.005	-0.029
Si	12.245	6.822	19.042	0.011	-0.011	-0.034
Si	14.945	9.513	18.988	-0.003	-0.011	-0.005
Si	12.28	12.214	19.02	0.011	0.007	-0.028
Si	14.908	14.988	19.004	0.013	-0.007	-0.012
Si	-0.038	-0.054	20.406	-0.013	0.019	0.056
Si	2.669	2.629	20.419	0.009	0.012	0.04
Si	0.031	5.299	20.493	-0.009	-0.01	0.052
Si	2.739	8.164	20.288	-0.003	0.014	0.061
Si	0.058	10.95	20.128	0.008	0.014	0.02
Si	2.707	13.654	20.474	-0.012	-0.004	0.058
Si	5.574	-0.02	20.19	0.01	-0.004	0.044
Si	8.183	2.718	20.409	0.009	-0.017	0.059
Si	5.377	5.475	20.416	0.001	0.03	0.029
Si	8.162	8.227	20.311	-0.017	-0.003	0.042
Si	5.378	10.896	20.351	-0.006	-0.003	0.072
Si	8.173	13.576	20.474	0.023	-0.009	0.065
Si	10.78	-0.019	20.381	-0.007	-0.021	0.059
Si	13.537	2.649	20.651	0.04	0.026	0.046
Si	10.908	5.495	20.476	0.029	0.011	0.06
Si	13.614	8.185	20.408	-0.017	-0.009	0.046
Si	10.95	10.865	20.407	-0.006	-0.011	0.025
Si	13.569	13.639	20.378	-0.033	-0.01	0.049
Si	1.04	14.724	21.807	0.27	0.112	-0.723
Si	4.42	1.482	21.481	-0.217	-0.019	-0.732
Si	1.031	3.588	21.835	0.138	0.152	-0.759
Si	4.3	7.155	21.705	-0.097	-0.217	-0.691
Si	1.547	9.775	21.457	-0.1	-0.126	-0.795
Si	3.768	11.962	21.701	0.205	0.244	-0.741
Si	7.033	15.245	21.685	-0.046	-0.243	-0.767
Si	9.27	1.13	21.784	0.163	0.196	-0.726
Si	6.513	3.823	21.616	0.099	0.168	-0.705
Si	9.754	7.18	21.651	-0.022	-0.119	-0.716
Si	6.559	9.339	21.612	0.112	0.127	-0.753
Si	9.805	12.397	21.741	-0.225	-0.08	-0.711
Si	11.896	14.722	21.672	0.217	0.045	-0.767
Si	15.117	1.335	21.891	-0.278	-0.082	-0.684
Si	12.486	4.412	21.883	-0.249	-0.272	-0.771
Si	14.777	6.575	21.65	0.175	0.134	-0.817
Si	12.066	9.316	21.81	0.204	0.155	-0.734
Si	15.251	12.451	21.474	-0.113	0.045	-0.715
Si	11.368	4.506	24.824	0.011	-0.06	-0.112
Si	6.735	4.867	24.523	-0.091	-0.051	-0.107
Si	11.126	13.78	26.967	0.015	0.016	0.052
Si	12.716	5.066	27.497	-0.046	0.146	-0.084
Si	8.18	-0.249	29.269	-0.107	-0.006	-0.065
Si	5.458	4.318	30.349	0.065	-0.067	0.092
Si	11.357	11.609	29.296	-0.119	-0.008	-0.14
Si	3.881	12.816	24.712	0.001	-0.018	-0.148
Si	3.924	7.981	27.179	0.082	-0.087	-0.023
Si	13.874	7.813	27.118	0.008	-0.002	0.071
Si	13.169	2.294	28.571	0.021	-0.07	0.02
Si	14.082	11.998	30.54	0.016	0.041	0.032
Si	-0.151	1.996	28.696	0.031	0.008	0.033
Si	1.065	4.19	27.016	-0.019	-0.014	0.099
Si	9.711	1.903	24.79	0.047	0.028	-0.14
Si	6.976	2.47	28.635	-0.002	0.158	-0.011
Si	2.452	3.668	24.593	-0.07	-0.027	-0.144
Si	3.044	15.64	29.57	-0.078	-0.072	0.021
Si	0.086	7.021	26.173	-0.06	0.039	-0.001
Si	14.028	10.632	23.806	-0.076	-0.079	-0.108
Si	11.246	9.063	27.582	0.023	-0.095	0.089
Si	2.918	5.64	28.93	-0.011	-0.021	0.082
Si	1.992	15.166	24.747	0.025	0.048	-0.217
Si	4.091	0.981	24.332	-0.053	-0.055	-0.013
Si	6.631	2.054	25.644	0.057	0.051	-0.064
Si	8.757	9.259	26.112	-0.12	-0.13	-0.091
Si	1.59	13.382	31.261	-0.073	0.001	0.045
Si	-1.02	13.491	28.104	-0.029	-0.077	-0.001
Si	6.361	12.203	28.59	0.029	0.116	0.018
Si	13.568	13.193	25.473	0.105	0.058	-0.146
Si	12.105	2.172	31.503	0.083	0.071	0.093
Si	8.476	11.122	30.581	-0.098	0.079	0.107
Si	10.681	6.428	29.15	0.098	0.055	-0.018
Si	6.497	13.918	24.411	0.066	0.001	-0.087
Si	1.934	4.732	31.39	-0.111	0.001	0.23
Si	5.719	14.502	30.357	-0.075	0.07	0.112
Si	7.321	8.402	31.234	-0.013	-0.019	0.153
Si	7.909	5.244	29.048	-0.041	-0.112	-0.027
Si	12.323	7.75	31.464	-0.042	0.06	0.056
Si	9.894	-0.073	31.534	-0.043	0.03	0.072
Si	3.815	11.053	27.205	0.015	0.08	0.018
Si	6.928	7.813	28.142	0.068	-0.017	0.074
Si	15.022	9.188	30.886	0.009	-0.042	0.261
Si	8.108	14.259	26.852	-0.074	-0.033	0.125
Si	0.891	15.726	27.483	0.05	-0.076	-0.021
Si	1.214	11.688	28.629	0.102	0.051	0.123
Si	11.861	0.357	26.426	0.015	-0.046	-0.072
Si	7.925	11.148	23.83	0.095	-0.004	-0.175
Si	4.027	6.307	24.599	0.032	0.008	-0.15
Si	13.61	15.789	24.002	0.11	0.023	-0.094
Si	1.95	1.875	30.849	-0.011	-0.009	0.065
Si	-0.167	8.428	23.75	-0.041	0.075	-0.118
Si	-0.052	8.799	28.505	-0.06	-0.006	-0.109
Si	9.15	6.519	24.531	-0.007	-0.009	-0.101
Si	1.362	14.955	5.444	0.004	0.003	0.004
Si	4.085	1.343	5.465	0.01	-0.007	0.014
Si	1.374	4.047	5.485	-0.009	-0.016	0.002
Si	4.128	6.797	5.45	0.002	-0.012	0
Si	1.374	9.556	5.485	-0.002	-0.005	0.012
Si	4.104	12.212	5.445	-0.001	-0.021	0.008
Si	6.799	14.969	5.431	-0.011	-0.002	0.006
Si	9.517	1.371	5.385	0.004	0.001	0
Si	6.807	4.093	5.412	-0.013	-0.014	0.001
Si	9.482	6.801	5.437	-0.008	0.012	0.008
Si	6.803	9.509	5.397	0.004	-0.005	0.002
Si	9.544	12.234	5.418	0.01	0.001	0.014
Si	12.206	14.974	5.408	0.008	0.01	-0.003
Si	14.947	1.345	5.494	0.001	-0.001	0.015
Si	12.226	4.075	5.425	0.012	0.02	0.004
Si	14.929	6.796	5.49	0.005	0.004	0.018
Si	12.223	9.532	5.463	-0.004	0.009	0.009
Si	14.965	12.263	5.447	-0.011	-0.012	0.008
Si	2.72	-0.013	6.815	-0.004	0.007	-0.003
Si	5.453	2.728	6.788	0.001	-0.005	0.002
Si	2.742	5.44	6.802	0.002	0.004	-0.001
Si	5.467	8.165	6.806	-0.007	0.003	0
Si	2.738	10.893	6.839	0	-0.004	0.005
Si	5.448	13.599	6.793	0.002	0.005	-0.001
Si	8.168	0.015	6.774	-0.003	0.001	-0.001
Si	10.869	2.713	6.781	0.002	-0.008	-0.004
Si	8.146	5.438	6.805	-0.001	0.005	-0.003
Si	10.857	8.157	6.797	0.007	-0.005	0.007
Si	8.166	10.872	6.767	0.001	-0.002	-0.001
Si	10.877	13.606	6.79	0.006	-0.009	-0.001
Si	13.575	-0.025	6.81	0.002	-0.003	0.003
Si	-0.003	2.707	6.839	0.001	-0.002	0.009
Si	13.561	5.436	6.821	0.002	0.006	0.007
Si	0.008	8.16	6.812	0.005	-0.004	-0.005
Si	13.603	10.892	6.802	-0.002	0	0.004
Si	-0.002	13.611	6.816	-0.007	0.007	0
Si	1.361	1.343	8.181	-0.013	-0.018	0
Si	4.092	4.076	8.161	0.001	-0.009	-0.004
Si	1.374	6.799	8.161	-0.001	0.01	0.003
Si	4.093	9.511	8.172	-0.009	-0.002	0.001
Si	1.363	12.254	8.177	0.014	0.001	-0.006
Si	4.088	14.952	8.165	-0.006	0	-0.004
Si	6.812	1.368	8.149	0.004	0.011	-0.005
Si	9.516	4.075	8.151	-0.001	0.011	-0.002
Si	6.805	6.8	8.174	0.002	-0.002	0.004
Si	9.511	9.523	8.156	-0.002	-0.005	-0.007
Si	6.811	12.233	8.143	-0.006	-0.005	-0.012
Si	9.514	14.967	8.145	0.004	0	-0.007
Si	12.226	1.358	8.154	0	-0.004	-0.007
Si	14.95	4.086	8.169	0.013	0.01	-0.003
Si	12.212	6.802	8.171	-0.008	-0.015	0.001
Si	14.958	9.522	8.162	-0.002	-0.001	-0.011
Si	12.244	12.252	8.157	0.012	0.007	-0.002
Si	14.948	14.954	8.175	-0.005	-0.008	0.003
Si	-0.007	-0.009	9.531	-0.006	0.001	0
Si	2.726	2.718	9.521	0.002	0.003	-0.005
Si	0.001	5.444	9.518	-0.001	0.003	-0.003
Si	2.727	8.154	9.529	0.005	-0.005	0
Si	0	10.879	9.525	0.002	-0.003	-0.008
Si	2.724	13.606	9.534	-0.011	0.004	0.001
Si	5.448	0.006	9.51	0	-0.005	-0.005
Si	8.16	2.723	9.522	0.006	-0.009	-0.006
Si	5.442	5.438	9.528	-0.005	0.009	-0.002
Si	8.165	8.159	9.527	0.002	0	0.002
Si	5.451	10.882	9.517	0	-0.004	-0.01
Si	8.162	13.601	9.506	-0.003	-0.001	-0.001
Si	10.871	0.001	9.517	0.001	0	-0.002
Si	13.59	2.716	9.518	0.001	-0.002	-0.001
Si	10.865	5.433	9.525	-0.002	0.006	0
Si	13.594	8.162	9.517	0.004	-0.003	-0.005
Si	10.882	10.883	9.509	-0.001	0.006	-0.009
Si	13.597	13.594	9.536	0.004	-0.006	0.002
Si	1.355	14.957	10.891	0	-0.002	0
Si	4.089	1.362	10.879	-0.003	-0.002	-0.004
Si	1.361	4.081	10.876	-0.011	0	0.001
Si	4.08	6.791	10.89	-0.003	-0.002	0
Si	1.36	9.514	10.882	0.006	-0.005	-0.002
Si	4.087	12.238	10.879	-0.002	-0.004	-0.002
Si	6.804	14.962	10.87	-0.003	0.002	0.001
Si	9.518	1.363	10.881	-0.004	0.004	-0.002
Si	6.802	4.08	10.89	0.001	0.002	-0.001
Si	9.518	6.797	10.889	0.004	-0.003	0.005
Si	6.801	9.518	10.879	-0.003	0.004	-0.003
Si	9.526	12.245	10.867	0.004	-0.006	0.001
Si	12.234	14.965	10.879	0.003	-0.001	0.004
Si	14.955	1.362	10.876	0.012	-0.012	-0.002
Si	12.232	4.076	10.88	-0.001	0.012	-0.002
Si	14.957	6.801	10.876	0.002	0.003	0.002
Si	12.238	9.522	10.879	-0.001	0.001	-0.004
Si	14.958	12.232	10.891	-0.001	0.002	0.002
Si	2.717	0.008	12.233	-0.009	-0.005	0
Si	5.442	2.719	12.251	-0.003	-0.003	0
Si	2.718	5.432	12.249	0.009	0.008	0
Si	5.441	8.156	12.239	-0.002	-0.002	-0.002
Si	2.725	10.874	12.235	-0.003	0.001	0
Si	5.444	13.606	12.232	-0.001	0	0.001
Si	8.157	0.005	12.236	0.005	-0.003	-0.003
Si	10.875	2.721	12.246	0.003	-0.013	0.006
Si	8.161	5.439	12.252	-0.005	0.009	0.003
Si	10.888	8.154	12.242	-0.002	-0.003	0.001
Si	8.171	10.878	12.222	0	0.001	-0.002
Si	10.877	13.605	12.238	0	0.002	0.008
Si	13.6	0.003	12.234	0	0.012	0.002
Si	-0.006	2.725	12.231	0.004	0.009	0.002
Si	13.596	5.438	12.234	0.005	-0.005	0.004
Si	-0.002	8.152	12.243	-0.005	0.003	0.003
Si	13.595	10.874	12.25	0.004	-0.009	0.005
Si	-0.002	13.592	12.25	0.002	-0.006	0.008
Si	1.355	1.37	13.589	-0.002	0.007	0
Si	4.074	4.072	13.614	-0.004	-0.002	0.011
Si	1.354	6.788	13.608	-0.007	-0.003	0.01
Si	4.078	9.511	13.597	0.005	-0.001	0
Si	1.364	12.225	13.6	0.013	-0.009	0.002
Si	4.078	14.971	13.585	-0.01	0.005	0.002
Si	6.806	1.362	13.609	0	-0.006	-0.003
Si	9.52	4.081	13.617	0.004	0.004	0.009
Si	6.799	6.803	13.604	-0.005	0.007	0.003
Si	9.523	9.517	13.588	-0.001	0.001	-0.004
Si	6.815	12.24	13.574	0.007	-0.01	-0.001
Si	9.519	14.972	13.595	-0.008	0.005	0.002
Si	12.249	1.365	13.594	0.009	-0.012	0.003
Si	14.952	4.079	13.594	-0.005	0.006	-0.001
Si	12.242	6.788	13.607	0.006	0.003	-0.001
Si	14.952	9.502	13.606	0.006	-0.001	0.008
Si	12.236	12.248	13.602	-0.007	0.01	0.007
Si	14.953	14.962	13.597	0.004	-0.005	-0.002
Si	-0.014	0.02	14.941	0.002	-0.004	-0.003
Si	2.705	2.711	14.976	-0.006	0.001	0.005
Si	-0.008	5.42	14.965	-0.001	0.002	-0.001
Si	2.715	8.153	14.962	0.008	0.003	0.003
Si	-0.001	10.86	14.957	-0.002	-0.004	-0.003
Si	2.725	13.604	14.938	-0.004	-0.003	-0.003
Si	5.428	0.009	14.956	-0.009	-0.006	-0.004
Si	8.165	2.719	14.98	-0.004	-0.01	0.003
Si	5.442	5.44	14.96	0.002	0.01	-0.004
Si	8.173	8.159	14.957	0.001	0.003	-0.001
Si	5.467	10.869	14.924	0.008	0.01	-0.004
Si	8.155	13.607	14.941	0.004	0.002	-0.003
Si	10.897	0.005	14.948	0.004	0.012	0.003
Si	13.592	2.731	14.965	0.003	-0.003	-0.003
Si	10.886	5.434	14.983	-0.002	-0.004	0
Si	13.605	8.132	14.976	0.002	-0.001	0.002
Si	10.871	10.881	14.948	0.002	-0.007	-0.005
Si	13.593	13.612	14.967	0.005	0.006	0.003
O	5.709	2.94	29.53	-0.332	-0.338	-0.041
O	13.467	3.811	28.14	0.278	0.298	-0.032
O	8.249	15.605	27.732	0.191	0.334	-0.352
O	1.414	15.408	23.249	-0.236	0.634	0.165
O	11.968	13.36	25.65	-0.38	-0.048	-0.436
O	7.993	7.178	32.063	0.114	0.091	-0.384
O	0.406	14.034	32.159	-0.278	-0.284	-0.397
O	2.638	10.837	22.025	-0.109	0.164	0.524
O	7.523	14.66	25.403	0.114	0.415	0.05
O	14.638	11.509	22.62	-0.046	0.063	0.118
O	8.917	6.65	22.939	-0.588	-0.103	-0.071
O	6.864	2.358	32.938	0.229	-0.114	-0.564
O	2.42	4.613	27.791	0.224	-0.395	-0.328
O	2.827	5.63	32.413	0.522	-0.089	-0.311
O	0.615	0.969	27.72	0.338	0.097	-0.55
O	3.574	6.715	23.099	-0.484	-0.18	0.04
O	4.048	0.56	22.773	-0.112	-0.436	-0.005
O	9.768	10.632	33.208	0.083	-0.013	-0.397
O	1.695	4.082	23.229	0.034	0.3	0.19
O	15.089	9.522	24.295	0.081	0.013	0.52
O	2.335	15.352	28.138	0.158	-0.312	-0.356
O	0.063	3.459	28.04	-0.329	0.384	0.141
O	13.658	5.508	22.161	0.199	-0.001	0.293
O	-0.096	2.481	22.309	-0.013	-0.039	0.199
O	13.072	0.165	25.356	0.165	0.292	0.085
O	9.677	5.24	32.916	0.243	0.042	-0.264
O	11.609	3.556	32.184	0.025	0.185	-0.278
O	10.455	14.904	32.204	0.033	-0.243	-0.279
O	5.559	14.376	31.957	0.252	-0.549	-0.026
O	3.42	9.5	27.271	-0.268	-0.032	-0.005
O	0.474	1.946	30.191	-0.557	0.031	0.475
O	13.568	8.512	30.804	-0.012	-0.058	-0.213
O	13.47	1.618	32.164	0.224	-0.048	-0.518
O	-0.014	13.511	22.144	0.069	-0.221	0.144
O	14.358	12.208	32.119	0.531	0.092	0.001
O	12.687	9.92	23.208	-0.073	-0.078	0.416
O	10.633	5.944	24.767	0.254	0.38	0.042
O	13.787	11.66	25.022	0.049	-0.121	0.295
O	1.898	1.338	32.371	-0.519	-0.041	0.272
O	5.49	7.944	27.478	0.072	-0.109	-0.219
O	9.63	15.945	29.975	0.503	-0.016	-0.522
O	8.093	12.046	31.881	-0.013	0.497	-0.285
O	14.732	8.911	27.949	-0.335	0.683	0.197
O	5.615	6.021	24.562	0.093	0.193	0.046
O	7.084	4.404	23.015	0.629	-0.064	-0.107
O	-1.234	15.985	32.953	-0.016	-0.037	-0.483
O	11.536	15.327	27.264	-0.158	-0.004	0.419
O	11.28	8.825	32.072	-0.401	0.081	-0.599
O	12.485	11.867	30.409	-0.133	0.252	0.244
O	7.178	15.097	30.063	0.148	0.016	0.029
O	7.013	12.444	24.025	-0.289	0.026	0.076
O	2.635	3.345	30.892	0.487	0.017	0.019
O	11.435	12.811	28.221	-0.005	0.24	0.059
O	1.753	5.658	30.072	-0.539	0.519	-0.241
O	5.179	4.064	31.918	-0.478	0.157	-0.131
O	12.384	15.55	22.981	-0.435	0.066	0.305
O	13.53	6.419	27.881	0.339	-0.199	0.322
O	10.529	0.778	25.61	-0.237	-0.154	0.015
O	12.498	8.529	26.7	-0.171	0.056	-0.421
O	0.348	5.458	26.32	-0.278	-0.012	-0.511
O	9.283	5.819	29.661	0.034	-0.04	0.567
O	3.172	7.089	28.291	-0.402	0.094	0.353
O	2.547	12.497	32.197	0.241	-0.117	-0.168
O	0.625	7.705	27.537	0.618	-0.223	0.062
O	3.466	2.455	24.387	0.331	0.016	-0.041
O	7.188	10.036	22.931	0.036	-0.227	0.123
O	14.874	10.637	30.181	0.402	-0.004	-0.39
O	11.72	10.173	28.641	0.494	-0.037	0.31
O	9.887	1.704	23.183	0.487	0.032	-0.04
O	10.96	1.09	31.777	-0.178	-0.026	0.386
O	15.38	7.242	22.993	-0.154	-0.174	0.344
O	9.563	13.621	26.631	0.081	-0.316	-0.069
O	6.852	8.027	29.741	-0.344	-0.102	-0.018
O	8.127	0.034	22.188	0.102	0.104	0.558
O	2.403	14.624	30.646	-0.164	-0.024	0.323
O	4.175	10.594	32.958	-0.086	0.016	-0.505
O	8.419	9.575	31.064	0.337	-0.033	0.291
O	2.722	11.874	28.079	0.201	0.46	0.057
O	-0.73	9.37	32.381	-0.337	0.353	0.088
O	5.592	1.039	24.926	0.142	-0.166	-0.245
O	6.487	1.859	27.233	-0.189	-0.224	0.171
O	12.287	13.332	33.131	-0.02	-0.117	-0.452
O	5.301	11.291	27.793	0.227	-0.074	-0.235
O	1.084	12.372	30.1	-0.284	-0.102	0.161
O	14.659	0.455	23.222	0.119	0.115	0.513
O	5.477	8.219	22.122	0.066	0.026	0.35
O	0.135	12.437	27.694	-0.174	-0.325	-0.547
O	12.538	4.72	25.922	0.275	-0.187	-0.109
O	10.2	9.773	26.6	0.147	0.695	-0.35
O	12.893	6.865	32.659	-0.139	-0.209	-0.042
O	10.879	13.55	22.208	-0.055	0.193	0.425
O	2.831	0.867	29.966	0.435	0.028	-0.347
O	0.753	7.752	24.901	0.431	0.228	0.08
O	4.239	12.425	23.185	0.25	0.098	0.102
O	8.143	1.792	25.148	-0.126	-0.076	0.13
O	0.581	4.213	32.113	-0.242	-0.06	-0.305
O	5.42	2.667	22.024	0.088	0.162	0.434
O	-0.317	14.94	28.222	-0.331	0.433	0.327
O	8.521	0.422	32.23	-0.125	-0.473	-0.372
O	8.95	7.957	25.194	0.206	-0.052	-0.323
O	6.293	14.741	23.041	-0.426	0.172	0.182
O	10.315	3.343	25.226	-0.057	0.176	0.643
O	12.311	1.507	27.46	-0.315	0.154	-0.149
O	1.447	3.228	25.777	-0.063	-0.424	0.044
O	5.564	13.035	29.717	-0.366	-0.455	0.001
O	0.842	9.163	22.763	-0.113	-0.106	0.13
O	14.61	1.609	28.799	0.011	-0.309	0.389
O	3.995	-0.214	33.023	0.017	0.229	-0.577
O	10.52	7.809	28.314	-0.208	0.23	-0.154
O	9.287	11.623	23.087	0.516	-0.277	0.203
O	11.952	4.056	23.381	-0.217	-0.446	0.143
O	14.87	5.22	33.216	-0.128	0.101	-0.567
O	8.148	10.484	25.273	-0.369	0.285	0.204
O	14.216	13.468	26.921	-0.191	-0.069	0.116
O	7.419	11.281	29.376	0.087	-0.22	-0.341
O	8.09	5.472	25.134	0.186	-0.14	0.669
O	5.089	13.779	25.188	-0.154	0.498	0.372
O	12.317	2.346	29.933	-0.285	0.215	-0.113
O	14.821	7.297	25.919	-0.288	-0.168	-0.424
O	1.331	7.775	33.041	0.149	0.119	-0.584
O	7.446	6.294	27.904	-0.157	-0.124	-0.71
O	0.881	15.375	25.903	-0.519	-0.043	-0.174
O	3.26	4.975	25.053	0.19	-0.08	0.685
O	7.137	13.185	27.568	-0.096	-0.024	-0.11
O	14.158	14.299	24.414	0.573	-0.115	-0.316
O	10.89	8.239	22.212	-0.217	-0.214	0.308
O	7.976	3.746	28.422	0.618	-0.035	-0.569
O	6.834	5.172	30.258	0.036	0.408	0.318
O	2.501	13.636	24.803	-0.224	-0.282	0.401
O	-0.223	8.321	30.043	0.295	-0.368	0.309
O	0.845	10.126	28.543	0.331	-0.186	0.243
O	9.922	11.54	30.018	-0.05	0.284	0.276
O	3.78	11.521	25.658	-0.214	-0.506	-0.121
O	6.015	8.912	32.054	-0.373	-0.246	-0.406
O	4.296	5.162	29.627	0.114	0.472	-0.285
O	6.223	3.59	25.349	-0.143	0.306	0.193
O	3.185	-0.113	25.088	0.328	-0.201	0.409
O	3.68	7.446	25.676	-0.234	0.097	0.022
O	7.754	1.294	29.399	0.273	0.092	0.443
O	14.612	13.147	29.533	-0.242	0.525	0.097
O	11.269	5.272	28.186	-0.512	-0.353	0.05
O	4.638	15.431	29.594	0.154	0.426	-0.174
O	11.611	6.764	30.418	0.006	-0.157	-0.041
O	7.864	8.899	27.404	0.018	0.324	0.381

Results
total energy: -101657.617 eV
total energy less fixed offsets of O -438.35, Si -107.03 eV per atom: -4.417 eV
